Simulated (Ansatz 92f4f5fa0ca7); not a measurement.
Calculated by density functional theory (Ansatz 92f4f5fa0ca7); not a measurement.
Periodic cell of 222 atoms, Si131O89B2, from a study of silicon, its oxide and their interface. The atomic structure is a simulated model.
Doubt: the cutoff is far below the 930 eV that the study's wrapper takes by default for these files, so forces and energies are approximate.
This geometry differs little from another in the collection (a relaxation step or a small displacement).

Settings
functional: PBE
potential files: Ansatz PAW
basis: plane waves
wave-function cutoff: 580 eV
density cutoff ratio: 5
exchange-correlation grid ratio: 1
k mesh: 1 x 1 x 1, Gamma-centred
self-consistency stop: 5e-08 eV per atom in the density residual
occupations: fixed
spin: none
net charge: 0

Cell vectors (angstrom)
a, 10.938, 0, 0
b, 0, 10.938, 0
c, 0, 0, 32.1988

Atoms: element, x, y, z (angstrom)
Si, 10.592, 0.2216, 24.8709
Si, 5.7433, 10.6745, 24.733
Si, 2.4872, 2.8985, 24.618
Si, 8.4338, 2.4558, 24.8533
Si, 0.29, 5.1623, 24.7481
Si, 5.1553, 5.7562, 24.6927
Si, 2.935, 8.0166, 24.5874
Si, 7.9492, 8.4342, 24.7344
Si, 1.3377, 1.3802, 26.0341
Si, 6.8468, 1.2985, 26.1254
Si, 4.0485, 4.0967, 25.9727
Si, 9.6194, 4.0632, 26.086
Si, 1.405, 6.8272, 25.9918
Si, 6.774, 6.8524, 26.0278
Si, 4.1055, 9.5372, 25.9924
Si, 9.4708, 9.5665, 26.1514
Si, 2.7333, -0.0102, 27.3469
Si, 8.1635, -0.0253, 27.557
Si, 0.0184, 2.7182, 27.4838
Si, 5.4439, 2.7424, 27.3607
Si, 2.7334, 5.4618, 27.4161
Si, 8.1915, 5.4694, 27.3576
Si, 0.0009, 8.1771, 27.372
Si, 5.4413, 8.2006, 27.4433
Si, 4.0848, 1.3675, 28.7429
Si, 9.5782, 1.3574, 28.8369
Si, 1.3705, 4.113, 28.8074
Si, 6.8318, 4.0974, 28.743
Si, 4.0965, 6.8165, 28.7955
Si, 9.563, 6.8235, 28.7519
Si, 1.3731, 9.558, 28.7405
Si, 6.7876, 9.5451, 28.8526
Si, 0.0196, -0.0214, 30.1515
Si, 5.4418, 0.0189, 30.1587
Si, 2.7385, 2.7326, 30.145
Si, 8.195, 2.7427, 30.1483
Si, -0.0086, 5.4747, 30.1488
Si, 5.4785, 5.4585, 30.1437
Si, 2.7302, 8.2014, 30.1402
Si, 8.2101, 8.1877, 30.153
Si, 1.3673, 1.3673, 31.515
Si, 6.8362, 1.3673, 31.515
Si, 4.1018, 4.1018, 31.515
Si, 9.5708, 4.1018, 31.515
Si, 1.3673, 6.8362, 31.515
Si, 6.8362, 6.8362, 31.515
Si, 4.1018, 9.5708, 31.515
Si, 9.5708, 9.5708, 31.515
Si, 2.7345, 0, 0.6835
Si, 8.2035, 0, 0.6835
Si, 0, 2.7345, 0.6835
Si, 5.469, 2.7345, 0.6835
Si, 2.7345, 5.469, 0.6835
Si, 8.2035, 5.469, 0.6835
Si, 0, 8.2035, 0.6835
Si, 5.469, 8.2035, 0.6835
Si, 4.1231, 1.3591, 2.0529
Si, 9.5662, 1.3569, 2.0525
Si, 1.3684, 4.1184, 2.0376
Si, 6.8478, 4.0861, 2.0577
Si, 4.1036, 6.8298, 2.0529
Si, 9.5792, 6.8357, 2.0495
Si, 1.3803, 9.5509, 2.0519
Si, 6.8283, 9.5917, 2.0493
Si, -0.0085, -0.0341, 3.39
Si, 5.4874, 0.0122, 3.4671
Si, 2.7735, 2.7763, 3.3656
Si, 8.1904, 2.6973, 3.4462
Si, 0.0181, 5.4795, 3.4295
Si, 5.4809, 5.4654, 3.4054
Si, 2.7662, 8.2074, 3.4453
Si, 8.2088, 8.227, 3.378
Si, 1.393, 1.3832, 4.6344
Si, 6.8419, 1.35, 4.9039
Si, 4.1498, 4.0869, 4.799
Si, 9.5734, 4.0858, 4.7552
Si, 1.4108, 6.8315, 4.815
Si, 6.8243, 6.8916, 4.7227
Si, 4.1354, 9.5757, 4.8435
Si, 9.5548, 9.5507, 4.7937
Si, 2.738, 0.0947, 6.0642
Si, 8.1984, -0.0618, 6.2655
Si, 0.03, 2.6772, 6.0307
Si, 5.4668, 2.7268, 6.2827
Si, 2.8079, 5.4772, 6.176
Si, 8.1709, 5.4858, 6.0309
Si, 0.0127, 8.1835, 6.1553
Si, 5.5288, 8.2224, 6.2285
Si, 3.8256, 1.5675, 7.586
Si, 9.8403, 1.1445, 7.4307
Si, 1.6238, 3.8013, 7.3133
Si, 6.6369, 4.4281, 7.4564
Si, 4.3942, 6.6403, 7.5376
Si, 9.367, 6.945, 7.4046
Si, 1.1359, 9.9066, 7.313
Si, 7.1575, 9.2253, 7.6746
O, 8.3228, 8.0969, 7.9088
O, 2.7083, 2.7305, 7.9473
O, 9.5269, 1.3487, 24.2762
O, 4.0537, 6.8715, 24.1239
O, 0.0212, 0.028, 7.9452
O, 5.5127, 5.5148, 8.0223
O, 6.8568, 9.5638, 24.1966
O, 1.3775, 4.0487, 24.1562
O, 3.8518, 7.4001, 8.9212
O, 0.8137, 4.372, 8.6115
O, 9.8115, 6.1711, 8.7995
O, 2.0629, 9.3791, 8.5581
O, 7.5081, 3.9492, 8.7734
O, 4.2533, 0.9011, 9.0486
O, 6.7213, 9.5313, 9.233
O, 9.223, 1.8855, 8.7677
O, 7.6941, 3.145, 23.5671
O, 10.5251, 5.8507, 23.4393
O, 5.094, 0.4176, 23.3883
O, 5.8704, 5.1064, 23.3628
O, 3.0979, 2.1739, 23.2501
O, 2.3056, 8.7337, 23.2154
O, 8.6411, 7.7551, 23.4003
O, 0.2352, 10.3327, 23.5956
Si, 4.4046, 1.5578, 22.4545
Si, 3.5301, 8.0062, 14.1893
Si, 7.1521, 0.9396, 14.5978
Si, 0.9503, 9.3716, 22.5148
Si, 1.1926, 4.3135, 11.8875
Si, 6.3157, 8.9995, 15.521
Si, 0.6929, 1.3502, 12.2645
Si, 8.6163, 4.9614, 20.5275
Si, 0.3104, 5.6961, 9.3848
Si, 5.037, 2.9386, 17.7412
Si, 0.8643, 3.7039, 16.6765
Si, 10.4021, 2.8562, 19.1752
Si, 5.2944, 1.2107, 10.2897
Si, 0.9515, 0.1948, 19.8227
Si, 6.6648, 9.4876, 10.8743
Si, 9.3376, 9.8923, 18.226
Si, 9.4233, 9.2542, 12.5643
Si, 6.5751, 3.8402, 22.6219
Si, 2.4384, 8.0615, 9.4159
Si, 10.4189, 7.3852, 17.0992
Si, 2.4316, 6.3001, 16.6559
Si, 10.1557, 4.4684, 14.1708
B, 6.4225, 10.061, 18.2721
Si, 7.9575, 2.5789, 9.5212
Si, 8.8928, 2.131, 12.3769
B, 5.0676, 5.699, 17.6711
Si, 3.9979, 0.5695, 19.4194
Si, 4.2713, 3.8981, 11.9612
Si, 5.5571, 6.6634, 12.228
Si, 7.9508, 2.5446, 17.1667
Si, 4.3443, 2.3554, 14.7557
Si, 1.5499, 1.156, 15.1831
Si, 1.6192, 9.3944, 12.0838
Si, 8.0522, 6.8783, 13.9714
Si, 10.4167, 9.8503, 15.439
Si, 9.829, 7.0208, 22.5541
Si, 7.8508, 5.567, 17.5142
O, 6.0385, 8.0186, 11.3681
O, 6.1797, 9.3485, 17.1137
O, 7.7701, 1.2592, 13.1345
O, 0.779, 1.6873, 13.8576
O, 9.2022, 6.3004, 16.9445
O, 6.7796, 6.2341, 13.2069
O, 5.0149, 4.468, 18.3045
O, 9.1943, 2.2246, 18.2053
O, 2.448, 0.0283, 19.1001
O, 9.479, 10.4032, 16.6678
O, 2.7872, 4.5322, 11.6442
O, 5.3169, 10.5796, 18.9787
O, 9.3935, 3.2744, 13.3938
O, 0.4792, 1.7813, 19.903
O, 3.1395, 1.2434, 14.8382
O, 8.0394, 5.4406, 19.1046
O, 3.8819, 6.4041, 17.4539
O, 4.5312, 3.0944, 16.1939
O, 9.0885, 5.6817, 14.338
O, 5.4503, 2.7666, 22.1644
O, 10.5668, 4.0407, 15.6807
O, 0.3682, 3.835, 18.2221
O, 10.537, 10.5409, 19.1182
O, 9.7064, 10.0909, 13.9785
O, 10.9184, 8.1343, 22.0789
O, 1.2855, 2.1446, 16.4473
O, 9.7351, 3.7782, 20.348
O, 7.8686, 4.1207, 16.7585
O, 0.0057, 9.0476, 11.9368
O, 6.5107, 2.2199, 17.8816
O, 5.63, 10.7795, 11.1844
O, 7.7639, 10.1809, 18.7173
O, 10.0585, 1.0554, 11.9223
O, 1.3137, 6.9374, 9.1446
O, 0.6407, 4.7313, 13.3774
O, 5.2325, 5.1819, 11.5446
O, 2.6761, 7.1183, 15.2643
O, 1.028, 2.7327, 11.4873
O, 0.9428, 10.61, 15.5178
O, 2.4598, 8.5609, 10.9598
O, 4.7277, 2.5199, 11.1457
O, 4.2078, 3.4697, 13.5589
O, 2.1152, 4.713, 16.3913
O, 10.5874, 8.2429, 15.7011
O, 7.0077, 10.2736, 14.7818
O, 2.4135, 9.0018, 13.4763
O, 8.0189, 1.6599, 15.7912
O, 4.1943, 7.0532, 13.0426
O, 4.0573, 1.9901, 18.6144
O, 7.3269, 4.3818, 21.3087
O, 8.3463, 2.9101, 11.061
O, 1.0294, 6.8505, 17.3926
O, 5.651, 1.4805, 14.5015
O, 8.1807, 9.7488, 11.5521
O, 9.2254, 6.2851, 21.2442
O, 8.9279, 7.7747, 12.9636
O, 1.6727, 0.0982, 11.8818
O, 6.3153, 6.2155, 17.3066
O, 7.3763, 7.7666, 15.1988
O, 1.2046, 10.3337, 21.2292
O, 9.7918, 8.3182, 18.2872
O, 4.027, 0.8586, 21.0343
O, 0.2706, 5.282, 10.9478
O, 6.6903, 1.5684, 9.521
O, 4.7949, 8.7586, 14.9348

Results
free energy: -134207.109 eV
free energy less fixed offsets of B -154.04, O -568.88, Si -635.61 eV per atom: -3.799 eV

Forces (eV/angstrom), in the order of the atoms: element, x, y, z
Si, 0.0042, -0.0011, -0.0095
Si, -0.0011, -0.0008, 0.0002
Si, 0.0026, 0.0025, -0.0001
Si, -0.002, -0.0005, 0.0095
Si, 0.0042, -0.0016, -0.001
Si, -0.0065, 0.0048, 0.0099
Si, 0.003, -0.0008, 0.0007
Si, -0.0005, 0.0009, -0.0006
Si, 0.0068, -0.0038, -0.0027
Si, -0.0047, 0.0076, -0.0072
Si, -0.0004, 0.0009, 0.0017
Si, -0.0044, 0.0049, -0.0048
Si, 0, 0.0004, -0.001
Si, 0.0005, -0.0004, -0.0011
Si, -0.0005, -0.0003, -0.0011
Si, 0.0052, -0.0066, -0.0044
Si, -0.0022, 0.0012, 0.0036
Si, -0.0037, -0.0032, 0.0088
Si, 0.0025, 0.003, 0.0097
Si, -0.0035, 0.0023, 0.0017
Si, 0.004, 0.0004, 0.001
Si, -0.0015, 0.0029, 0.0031
Si, -0.0003, 0.0025, 0.002
Si, -0.003, -0.0037, 0.0028
Si, -0.0004, -0.001, -0.0047
Si, 0.0028, -0.0002, 0.0068
Si, -0.0031, 0.0001, 0.0005
Si, -0.0013, 0.0009, -0.0056
Si, -0.0001, 0.0008, -0.0044
Si, -0.0007, -0.0023, -0.0037
Si, 0.0016, 0.001, -0.0051
Si, -0.0043, 0.0027, 0.0068
Si, -0.0046, 0.0029, 0.0004
Si, 0.0033, -0.0062, -0.001
Si, -0.0011, 0.0032, 0.0006
Si, 0.002, -0.0025, -0.0008
Si, 0.003, -0.0024, -0.0006
Si, -0.0034, 0.0017, 0.0003
Si, 0.0005, -0.0032, -0.0002
Si, -0.0043, 0.0023, -0.0009
Si, 0.0714, -0.0396, -0.0046
Si, -0.0349, 0.0983, -0.0259
Si, 0.0708, -0.0674, -0.0118
Si, -0.0714, 0.0601, -0.0134
Si, -0.0625, 0.0731, -0.0618
Si, 0.0541, -0.1063, 0.0375
Si, -0.1664, 0.0095, -0.0029
Si, 0.0492, -0.0752, 0.0115
Si, 0.0333, -0.0431, 0.1228
Si, -0.0541, 0.0578, -0.0996
Si, -0.0622, -0.0206, 0.0595
Si, 0.1006, -0.0344, 0.0171
Si, -0.0338, 0.1363, -0.1268
Si, 0.0559, -0.0927, 0.1059
Si, 0.089, -0.0945, -0.0107
Si, -0.0101, 0.0433, 0.0522
Si, -0.002, 0.0057, 0.001
Si, -0.0006, -0.0054, -0.0024
Si, 0.0079, 0.0015, -0.0008
Si, -0.0033, 0.0009, 0.0013
Si, -0.0007, -0.0016, -0.0019
Si, -0.0019, 0.0056, 0.0002
Si, -0.0086, 0.0016, -0.0005
Si, 0.0074, -0.0018, -0.0023
Si, 0.0038, -0.0024, 0.0064
Si, 0.0028, 0.0019, 0.0095
Si, 0.0005, 0.0055, -0.0034
Si, -0.0104, -0.0022, 0.0044
Si, 0.0045, 0.0003, -0.0013
Si, -0.0038, -0.0039, 0.0046
Si, 0.0062, -0.002, 0.0035
Si, 0.001, 0.0068, 0.0038
Si, -0.0048, -0.0002, -0.0116
Si, 0.0023, -0.0002, -0.0055
Si, 0.0018, 0.0045, -0.0106
Si, 0.0015, 0.0011, 0.0017
Si, -0.0012, 0.0025, -0.0013
Si, 0.0025, 0.0026, -0.0012
Si, -0.0011, 0.001, -0.0022
Si, -0.0089, -0.0006, -0.007
Si, 0.0027, -0.0077, 0.006
Si, 0.0045, 0.0046, 0.0011
Si, -0.0009, -0.0012, 0.012
Si, -0.0013, -0.008, 0.0003
Si, 0.0005, 0.0009, 0.0056
Si, 0.0002, 0.0021, 0.0033
Si, 0.0002, -0.0049, -0.0029
Si, 0.004, 0.0018, 0.0086
Si, -0.0058, -0.0042, 0.0038
Si, 0.0039, -0.001, -0.02
Si, -0.0132, -0.0035, -0.0036
Si, 0.0069, 0.005, 0.0076
Si, -0.002, 0.0093, -0.0048
Si, -0.0041, 0.007, -0.01
Si, -0.0012, 0.0113, 0.0048
Si, -0.0076, -0.003, -0.0155
O, -0.0064, -0.0138, 0.0153
O, 0.0094, 0.0051, -0.0041
O, 0.0018, -0.001, 0.0049
O, 0.0004, 0.0017, -0.0062
O, 0.005, 0.0017, 0.0086
O, 0.0007, -0.0048, -0.0027
O, 0.0027, -0.0007, 0.0008
O, -0.0024, -0.0021, -0.0004
O, -0.0012, -0.0002, -0.0002
O, -0.0008, 0.0029, 0.0007
O, 0.0027, -0.0017, 0.0003
O, 0.0033, -0.0038, 0.0013
O, -0.0037, -0.0003, -0.0062
O, 0.0018, 0.0021, -0.0022
O, -0.0023, 0.0027, 0.001
O, -0.003, 0.0029, 0.0032
O, 0.0071, -0.0042, 0.0001
O, 0.0019, 0.0014, 0.0042
O, 0.0022, -0.0016, 0.0002
O, 0.0012, -0.0012, -0.0011
O, -0.0008, -0.0003, -0.0012
O, -0.0029, 0.0013, 0.001
O, -0.0005, 0.0002, -0.0002
O, -0.0017, 0.0016, 0.0003
Si, -0.0068, -0.0022, -0.0032
Si, -0.0003, 0.0021, 0.0002
Si, -0.0016, -0.0012, -0.0056
Si, 0.0023, 0.0024, -0.0047
Si, -0.0006, -0.0009, 0.0026
Si, 0.0022, 0.0004, 0.0006
Si, -0.0007, 0.0029, 0.0011
Si, 0.0019, 0.002, -0.0074
Si, 0, -0.0015, 0.0086
Si, -0.0012, -0.0032, -0.0001
Si, -0.0004, 0.0015, -0.0038
Si, 0.0028, -0.0011, -0.002
Si, 0.0004, 0, 0.0054
Si, -0.0013, 0.0006, -0.0011
Si, 0.0002, 0.0026, 0.0012
Si, 0.0012, -0.0006, 0.0012
Si, 0.0025, -0.0005, 0.0017
Si, -0.0068, 0.0027, -0.0014
Si, 0.0009, 0.0034, 0.0055
Si, -0.0032, -0.0007, -0.002
Si, -0.0028, 0.0011, -0.0007
Si, -0.002, 0.0004, -0.0017
B, -0.0044, -0.0086, -0.005
Si, 0.0014, -0.0012, 0.0093
Si, 0.0025, 0.0038, 0.0031
B, -0.0062, 0.007, 0.002
Si, -0.0011, -0.0003, 0.0003
Si, 0.0011, 0.0017, 0.0003
Si, -0.0011, -0.0005, 0.0013
Si, -0.0032, 0.0055, -0.003
Si, 0, -0.0046, -0.0038
Si, -0.0011, 0.001, -0.0035
Si, -0.0018, 0.0018, 0.0022
Si, 0.0021, 0.0017, -0.0008
Si, -0.0019, -0.0019, 0.0003
Si, 0.0017, 0.0016, -0.0034
Si, -0.0004, 0.007, -0.0076
O, 0.0002, 0.0017, -0.0019
O, -0.0009, 0.003, -0.0009
O, -0.0002, 0.0004, 0.0014
O, 0.0005, -0.0005, 0.0001
O, -0.0016, 0.0004, 0.0016
O, -0.0023, 0.0004, -0.0007
O, 0.0008, 0.0002, -0.0025
O, 0.002, 0.0011, 0.0005
O, 0.0045, 0.0014, -0.0021
O, 0.0035, -0.002, 0.0003
O, -0.0015, 0.001, -0.0012
O, -0.0038, 0.0022, 0.003
O, -0.0021, -0.0014, -0.0021
O, -0.0016, 0.0031, -0.0017
O, 0.0005, 0.0021, 0.0021
O, 0.0004, -0.0017, 0.0042
O, 0.0008, -0.0039, -0.0027
O, -0.001, -0.0009, 0.0022
O, 0.0008, 0.0006, -0.0008
O, 0.0017, 0.0024, -0.0015
O, 0.0014, -0.0008, 0.0015
O, -0.001, -0.0003, 0.0019
O, -0.0014, 0.0013, -0.0047
O, 0.002, 0.0025, -0.0002
O, -0.0022, -0.0008, 0.0009
O, 0.0012, 0.0011, 0.0007
O, 0.0005, 0.0004, -0.0004
O, 0.0001, -0.002, 0.0027
O, 0.0006, 0.0001, -0.0007
O, -0.0027, 0.0026, 0.0002
O, -0.0008, 0.0017, -0.0016
O, 0.0042, 0.0027, 0.0025
O, -0.0007, 0.0002, -0.0013
O, -0.0012, -0.0015, -0.0036
O, 0.0009, 0.0007, -0.0006
O, -0.0011, 0.0011, 0
O, 0.0011, 0.0016, -0.002
O, 0.0008, 0.0014, -0.0006
O, -0.0028, 0.0008, 0.0009
O, 0.0002, -0.002, -0.0036
O, 0.001, -0.0019, -0.0031
O, 0.0004, 0.0006, 0.001
O, -0.0008, -0.0014, 0.0003
O, 0.0008, 0.0039, -0.0009
O, -0.0014, 0.0017, 0
O, -0.0009, 0.0013, -0.0005
O, 0.0004, 0.0007, 0.0003
O, 0.0024, -0.001, -0.0003
O, -0.0004, 0.0026, -0.0012
O, -0.001, 0.0002, -0.0019
O, -0.0018, -0.0008, -0.0016
O, 0.0073, -0.0013, -0.0015
O, 0.002, 0.0032, -0.0012
O, -0.0018, -0.0009, -0.0029
O, 0.0006, 0.0024, 0.0038
O, 0.0002, 0.001, -0.0005
O, -0.0009, 0.0002, -0.0019
O, 0.0056, 0.0011, 0.0036
O, -0.0022, -0.0011, 0
O, 0.0003, -0.0015, 0.0015
O, -0.0009, 0.0035, -0.0012
O, 0.0031, 0.0011, -0.0008
O, -0.001, 0.0006, -0.0018
O, -0.0003, 0.0028, -0.0036
O, -0.0001, 0.0009, 0.0005

The program warned: the cutoff lies below the one the program advises for these potential files; the forces do not sum to zero within the program's tolerance; the exchange-correlation potential is rough where the density is thin.
